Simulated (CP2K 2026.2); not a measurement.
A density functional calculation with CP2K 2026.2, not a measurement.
Periodic cell of 504 atoms, Si360O144, from a study of silicon, its oxide and their interface. The atomic structure is a simulated model.
Doubt: the forces sum to 1.71 eV/angstrom along one axis rather than to zero, so they err by at least 0.0034 eV/angstrom per atom on average; the grid cutoff is modest.

Settings
functional: PBE
method: Gaussian and plane waves
basis set: DZVP-MOLOPT-SR-GTH
pseudopotentials: GTH-PBE
grid cutoff: 300 Ry, relative cutoff 40 Ry
k points: Gamma only
occupations: fixed
spin: none
net charge: 0

Cell vectors (angstrom)
a 16.32 0 0
b 0 16.32 0
c -7.6307 3.9589 33.4779

Atoms and the computed forces on them: element, x, y, z (angstrom), force x, y, z (eV/angstrom)
Si 1.267 -1.132 0.029 0.089 -0.24 0.724
Si 3.797 1.68 0.169 0.134 -0.094 0.748
Si 1.508 3.791 0.247 -0.006 0.207 0.623
Si 3.807 7.037 0.009 0.212 -0.096 0.769
Si 1.577 -7.107 0.025 -0.14 0.102 0.751
Si 4.327 -4.381 0.13 -0.153 0.086 0.789
Si 6.958 -1.564 0.046 -0.146 0.137 0.694
Si 9.142 1.551 0.085 0.3 -0.166 0.639
Si 6.996 3.89 0.163 -0.164 0.209 0.72
Si 9.701 6.662 -0.138 -0.214 0.154 0.698
Si 6.584 9.806 0.079 0.147 -0.137 0.778
Si -6.873 -3.519 -0.033 0.083 -0.351 0.625
Si -3.782 -1.613 0.297 -0.002 0.22 0.674
Si -0.873 1.147 0.116 -0.236 0.058 0.758
Si -4.414 4.394 0.044 0.017 -0.201 0.702
Si -1.825 6.805 -0.069 0.504 -0.298 0.663
Si -3.819 -7.024 -0.058 -0.323 0.293 0.658
Si -1.586 -3.874 0.055 0.242 -0.135 0.664
Si 2.737 0.022 1.443 -0.01 0.026 -0.075
Si 5.415 2.761 1.462 0.014 -0.006 -0.038
Si 2.693 5.469 1.368 0.006 0.011 -0.044
Si 5.416 8.186 1.34 -0.018 0.019 -0.061
Si 2.719 -5.537 1.383 -0.004 -0.024 -0.051
Si 5.466 -2.766 1.39 -0.015 -0.01 -0.064
Si 8.055 -0.001 1.439 0.008 -0.005 -0.039
Si -5.47 2.685 1.246 -0.01 -0.01 -0.055
Si 8.18 5.526 1.311 0.024 -0.012 -0.048
Si -5.457 8.194 1.238 0.007 -0.039 -0.061
Si 8.275 -5.302 1.185 -0.02 0.001 -0.055
Si -5.413 -2.664 1.592 0.009 -0.005 -0.028
Si -2.592 0.074 1.329 0.001 0.005 -0.084
Si 0.087 2.619 1.647 0.017 0.002 -0.037
Si -2.851 5.403 1.475 -0.01 -0.01 -0.052
Si -0.051 7.97 1.178 -0.062 0.014 -0.049
Si -2.753 -5.439 1.33 -0.009 -0.025 -0.031
Si 0.062 -2.73 1.294 0.004 0.028 -0.05
Si 1.437 1.284 2.947 0.01 -0.015 0.035
Si 4.079 4.156 2.768 -0.007 -0.004 0.023
Si 1.29 6.769 2.706 -0.004 0.005 0.032
Si 4.082 9.486 2.777 0.008 0.002 0.027
Si 1.376 -4.106 2.677 -0.003 -0.009 0.007
Si 4.11 -1.379 2.724 -0.001 0.001 0.012
Si 6.722 1.348 2.805 -0.006 -0.011 0.039
Si 9.519 4.088 2.662 0.015 0.018 0.04
Si 6.799 6.837 2.679 -0.016 -0.002 0.003
Si 9.526 -6.744 2.599 -0.02 0.003 -0.006
Si 6.895 -4.071 2.707 0.01 -0.014 0.051
Si -6.814 -1.269 2.818 -0.028 0.023 0.015
Si -4.047 1.4 2.642 -0.008 -0.008 0.007
Si -1.395 4.057 2.763 0.001 0.008 -0.003
Si -4.147 6.863 2.746 -0.018 0.003 0.023
Si -1.334 -6.862 2.591 0.002 -0.007 0.012
Si -4.096 -4.159 2.793 0.025 -0.006 0.029
Si -1.294 -1.365 2.708 0.02 -0.008 0.034
Si 0.006 -0.069 4.183 -0.015 0.013 0.001
Si 2.775 2.754 4.165 -0.014 -0.021 -0.002
Si -0.028 5.426 4.1 0 -0.001 0.013
Si 2.678 8.13 4.078 0.013 0 -0.003
Si -0.006 -5.478 4.008 -0.009 -0.021 -0.023
Si 2.727 -2.746 4.059 -0.003 0.008 -0.01
Si 5.411 -0.029 4.148 0.002 0.017 0.017
Si 8.155 2.743 4.063 0.006 0.003 -0.024
Si 5.464 5.489 4.094 -0.017 0.009 -0.006
Si 8.167 -8.108 4.005 0.019 0.007 0
Si 5.489 -5.439 4.063 0.018 -0.006 -0.03
Si 8.174 -2.7 4.123 0.002 -0.012 -0.016
Si -5.395 0.076 4.081 -0.016 0.019 0.018
Si -2.75 2.713 4.101 0.007 -0.007 0.01
Si -5.473 5.443 4.074 0.011 -0.001 -0.021
Si -2.711 8.188 4.048 -0.006 -0.004 -0.007
Si -5.465 -5.495 4.104 0.006 -0.007 0.016
Si -2.695 -2.731 4.056 -0.022 0.029 -0.031
Si 1.368 -1.372 16.317 0.006 0.006 -0.014
Si 4.092 1.362 16.366 0.017 0.003 0.002
Si 1.398 4.084 16.315 -0.021 0.009 -0.001
Si 4.096 6.8 16.342 0.009 -0.001 -0.006
Si 1.377 -6.796 16.309 0.002 0.004 -0.011
Si 4.091 -4.042 16.324 0 0.008 -0.007
Si 6.79 -1.373 16.359 0.008 -0.004 -0.003
Si -6.842 1.358 16.321 0.002 -0.021 -0.007
Si 6.77 4.048 16.362 -0.01 -0.01 -0.006
Si -6.817 6.783 16.34 0.001 -0.006 -0.004
Si 6.8 -6.81 16.318 -0.025 0.004 -0.006
Si -6.803 -4.088 16.313 0.009 0 -0.012
Si -4.078 -1.379 16.276 -0.002 -0.019 -0.011
Si -1.354 1.361 16.307 0.004 0.016 -0.01
Si -4.098 4.078 16.279 0.006 -0.006 -0.017
Si -1.352 6.858 16.261 -0.018 0 -0.018
Si -4.084 9.516 16.3 -0.002 -0.006 -0.007
Si -1.35 -4.076 16.29 0.015 0.005 -0.006
Si 2.719 -0.018 17.689 -0.03 -0.01 -0.006
Si 5.445 2.689 17.785 0.01 -0.001 0.022
Si 2.737 5.447 17.705 0.005 -0.004 -0.009
Si 5.455 8.166 17.704 -0.002 0.007 0.015
Si 2.718 -5.399 17.646 -0.005 -0.004 0.007
Si 5.438 -2.723 17.753 -0.005 -0.009 0.002
Si 8.147 -0.012 17.713 0.001 0.017 0.018
Si -5.48 2.736 17.646 0.006 0.022 -0.013
Si 8.146 5.396 17.704 0.004 -0.004 -0.001
Si -5.479 8.195 17.67 0 0 0.019
Si 8.147 -5.444 17.671 0.016 -0.006 -0.006
Si -5.408 -2.748 17.645 -0.007 0.008 0
Si -2.739 -0.012 17.629 0.003 -0.01 -0.005
Si 0.045 2.706 17.647 -0.003 -0.018 0.011
Si -2.743 5.504 17.552 -0.008 0.004 -0.02
Si 0.016 -8.149 17.669 -0.002 -0.008 0.002
Si -2.667 -5.478 17.633 0.008 0.008 -0.016
Si -0.014 -2.713 17.67 -0.005 -0.018 0.011
Si 1.344 1.296 19.064 -0.018 0.004 -0.023
Si 4.042 4.074 19.108 0.016 -0.013 0.001
Si 1.387 6.845 19.043 0.011 -0.011 -0.021
Si 4.099 -6.716 19.002 0.012 0.006 -0.033
Si 1.318 -4.101 19.03 -0.002 -0.016 -0.04
Si 4.055 -1.349 19.099 0.024 0.012 0.014
Si 6.813 1.298 19.172 0.016 -0.024 -0.036
Si -6.822 4.034 19.086 -0.028 -0.004 0.005
Si 6.823 6.783 19.059 -0.019 0.011 -0.007
Si -6.839 9.553 19.07 0.016 -0.019 -0.015
Si 6.817 -4.125 19.082 -0.017 0.019 -0.004
Si 9.562 -1.388 19.002 0.003 0.002 -0.036
Si -4.133 1.343 18.942 -0.01 -0.016 -0.032
Si -1.315 4.196 18.833 0.008 0.035 -0.052
Si -4.106 6.808 18.955 0.007 -0.003 -0.041
Si -1.31 -6.79 19.053 -0.007 0.024 -0.016
Si -4.029 -4.14 18.956 -0.004 -0.019 -0.03
Si -1.377 -1.332 19.011 0.011 0.006 -0.025
Si -0.084 0.011 20.462 -0.006 0.032 0.044
Si 2.669 2.651 20.45 0.01 -0.004 0.041
Si 0.025 5.449 20.335 0.022 -0.02 0.052
Si 2.69 8.311 20.342 -0.011 0.009 0.035
Si 0.002 -5.444 20.493 0.007 0.006 0.071
Si 2.647 -2.717 20.378 -0.025 -0.009 0.045
Si 5.396 -0.073 20.562 0.018 0.009 0.048
Si 8.262 2.628 20.55 0.001 -0.039 0.051
Si 5.439 5.461 20.43 0.011 0 0.021
Si 8.15 8.156 20.461 0.004 0.007 0.045
Si 5.465 -5.457 20.48 -0.022 -0.022 0.049
Si 8.231 -2.778 20.37 0.019 0.015 0.054
Si -5.41 -0.02 20.381 -0.001 0.02 0.063
Si -2.734 2.827 20.031 0.025 -0.018 0.025
Si -5.511 5.507 20.348 -0.006 0.016 0.051
Si -2.696 -8.187 20.297 -0.01 -0.002 0.051
Si -5.376 -5.436 20.364 -0.001 -0.011 0.044
Si -2.691 -2.778 20.298 0.013 -0.02 0.02
Si 1.043 -1.638 21.728 0.087 0.197 -0.747
Si 4.317 1.645 21.822 -0.321 -0.424 -0.619
Si 1.005 3.777 21.655 0.159 0.093 -0.753
Si 4.192 7.089 21.584 0.028 -0.193 -0.652
Si 1.646 -6.471 21.852 -0.248 -0.262 -0.727
Si 3.857 -4.232 21.684 0.201 0.123 -0.784
Si 7.023 -1.335 21.738 -0.258 -0.114 -0.751
Si -7.012 0.868 21.874 0.21 0.382 -0.694
Si 6.646 3.875 21.69 0.269 0.257 -0.658
Si -6.527 7.106 21.779 -0.162 -0.189 -0.659
Si 6.518 -7.146 21.809 0.115 0.219 -0.696
Si 9.902 -3.8 21.677 -0.201 -0.184 -0.711
Si -4.178 -1.588 21.596 0.134 0.189 -0.705
Si -1.339 1.748 21.488 0.126 -0.253 -0.617
Si -3.868 4.296 21.415 -0.242 -0.174 -0.638
Si -1.592 6.543 21.609 0.309 0.322 -0.574
Si -4.22 -7.053 21.618 0.097 0.216 -0.719
Si -1.196 -3.854 21.741 -0.152 -0.232 -0.749
Si 1.365 -6.918 24.96 0.093 0.144 -0.229
Si 5.708 -3.167 23.95 0.005 0.003 -0.215
Si 4.532 -1.127 25.858 -0.013 0.007 -0.118
Si 2.55 -3.002 -2.078 0.008 0.021 0.147
Si 3.519 -0.753 -6.542 -0.005 -0.035 0.133
Si -7.436 3.334 -4.608 -0.082 0.074 -0.137
Si -0.323 3.228 -1.973 -0.032 0.019 0.118
Si 2.588 5.468 23.734 -0.076 -0.049 -0.121
Si -6.554 6.385 24.761 0.008 0.083 -0.117
Si -0.801 5.318 -6.135 0.002 -0.005 -0.021
Si 1.369 1.678 -4.037 -0.058 -0.057 -0.096
Si -3.019 -1.959 -4.13 -0.082 0.014 0.159
Si 0.615 -1.307 -7.008 0.003 -0.005 -0.1
Si -4.883 8.077 -5.316 0.107 -0.004 0.003
Si 4.774 1.598 24.785 -0.123 0.134 -0.055
Si -4.171 4.39 24.326 -0.074 0.055 -0.124
Si 6.592 -6.094 24.619 -0.014 -0.08 -0.027
Si 5.627 5.611 -2.078 0.01 0.009 0.147
Si -5.143 -2.262 -2.088 -0.124 -0.183 0.141
Si -3.685 -6.843 -3.133 0.029 -0.146 0.11
Si -5.772 -7.209 26.103 -0.06 0.015 0.01
Si -5.737 0.428 24.77 -0.14 -0.078 -0.149
Si 7.756 7.964 -2.219 0.12 -0.019 0.109
Si 7.117 -3.643 -4.869 -0.076 -0.089 -0.034
Si -2.766 -4.754 -5.079 -0.08 -0.032 0.05
Si -2.774 -7.195 26.143 -0.014 0.009 -0.071
Si -1.896 6.575 24.584 0.115 0.063 -0.097
Si -7.21 -1.368 -4.243 -0.027 0.012 -0.038
Si -2.985 -5.28 23.885 -0.018 -0.016 -0.085
Si -7.931 1.045 -2.657 0.019 -0.099 0.096
Si 7.039 3.738 24.654 -0.016 -0.035 -0.026
Si 1.426 -4.017 26.204 -0.045 -0.031 0.099
Si -5.888 -4.642 24.447 0.122 0.013 -0.069
Si -2.946 0.327 23.669 -0.134 -0.099 -0.072
Si 7.221 -6.824 -4.916 -0.07 -0.013 0.103
Si 4.425 1.268 -4.507 0.073 0.104 0.05
Si 0.638 6.756 25.892 -0.004 -0.021 -0.047
Si -2.694 4.818 -2.32 -0.061 0.063 0.131
Si -0.753 -0.21 -4.677 0.056 0.093 0.02
Si 5.668 0.389 -2.006 0.035 -0.075 0.171
Si -0.976 -0.382 25.833 -0.101 -0.013 0.058
Si 1.9 -6.279 -7.204 0.047 0.121 -0.088
Si 4.701 5.357 25.611 -0.029 0.046 -0.042
Si -0.481 2.349 -6.178 0.068 -0.039 0.065
Si -4.844 5.186 -4.681 0.048 -0.121 0.03
Si 4.316 -7.804 25.813 -0.006 -0.03 0.038
Si 4.263 -3.165 -4.655 0.025 -0.086 0.069
Si 0.245 -5.173 -2.103 -0.002 -0.015 0.138
Si 1.687 -1.55 24.675 0.013 -0.033 -0.203
Si 4.657 -5.968 -5.996 0.007 0.023 0.125
Si 5.909 4.129 -4.633 -0.053 -0.126 0.002
Si -5.06 -0.758 -6.245 0.009 -0.053 -0.125
Si -0.277 -6.186 -5.088 0.091 0.031 0.042
Si -2.011 7.725 -4.805 -0.114 0.087 0.072
Si 1.385 -1.421 5.487 0.007 0.002 0.007
Si 4.097 1.363 5.506 -0.005 -0.002 0.015
Si 1.348 4.085 5.468 -0.003 -0.002 0.005
Si 4.066 6.808 5.447 -0.006 0.015 0.005
Si 1.347 9.521 5.421 0.002 -0.004 0.009
Si 4.106 -4.086 5.419 0.009 0.008 -0.006
Si 6.8 -1.369 5.482 0 0.001 0.012
Si 9.535 1.406 5.437 -0.001 -0.003 0.005
Si 6.807 4.099 5.439 -0.009 -0.018 0.004
Si -6.826 6.823 5.406 -0.014 0.009 -0.005
Si 6.821 -6.797 5.429 -0.001 0.001 0.013
Si -6.794 -4.088 5.451 0.003 -0.002 0
Si -4.062 -1.352 5.412 0.009 -0.009 0.005
Si -1.38 1.343 5.458 0.007 0.012 0.007
Si -4.099 4.096 5.443 0 0.009 -0.001
Si -1.378 6.812 5.432 -0.015 0.002 0.004
Si -4.073 -6.817 5.447 -0.002 -0.011 0.02
Si -1.344 -4.106 5.407 -0.003 -0.017 -0.008
Si 2.717 -0.01 6.828 -0.008 0.005 0.003
Si 5.471 2.729 6.825 0.002 -0.005 0.007
Si 2.719 5.444 6.815 0.005 -0.009 -0.009
Si 5.44 -8.148 6.789 0.001 -0.007 0.002
Si 2.729 -5.446 6.775 -0.004 0 -0.002
Si 5.434 -2.73 6.819 0.006 0.001 -0.001
Si 8.182 0.015 6.794 -0.004 0.003 0.002
Si -5.444 2.746 6.82 -0.008 0.013 0.002
Si -8.167 5.467 6.796 -0.001 0.009 0.001
Si -5.443 -8.178 6.792 0.026 0.005 -0.003
Si -8.157 -5.442 6.808 -0.002 0.004 -0.004
Si -5.423 -2.714 6.783 0.002 -0.001 0.005
Si -2.729 -0.011 6.816 0.001 0.009 -0.01
Si -0.015 2.714 6.808 0.003 -0.014 0.013
Si -2.727 5.447 6.797 0 0.001 0.008
Si -0.008 8.166 6.792 -0.008 -0.005 -0.001
Si -2.719 -5.436 6.788 -0.018 -0.002 0.002
Si 0.006 -2.771 6.814 0.012 -0.001 -0.002
Si 1.347 1.355 8.169 -0.005 -0.006 -0.001
Si 4.083 4.082 8.167 -0.013 -0.008 -0.003
Si 1.356 6.809 8.161 0.006 0.004 -0.005
Si 4.083 -6.794 8.153 0.009 0.002 -0.002
Si 1.377 -4.106 8.168 -0.005 0.004 -0.001
Si 4.084 -1.364 8.178 -0.001 -0.002 -0.006
Si 6.826 1.362 8.173 0.007 0.019 -0.003
Si -6.807 4.105 8.166 0.011 -0.003 0.002
Si 6.788 6.809 8.159 -0.005 -0.006 -0.003
Si -6.794 -6.805 8.156 -0.009 -0.005 -0.013
Si 6.8 -4.088 8.169 -0.001 -0.006 0.001
Si -6.788 -1.359 8.151 0.003 0.001 -0.009
Si -4.087 1.362 8.167 0.003 -0.006 -0.007
Si -1.368 4.084 8.162 -0.002 0.004 -0.01
Si -4.087 6.794 8.164 -0.01 -0.013 -0.003
Si -1.365 -6.798 8.155 0.01 0.002 -0.007
Si -4.072 -4.074 8.152 0.015 0.012 -0.007
Si -1.353 -1.375 8.156 -0.014 -0.004 -0.004
Si -0.005 -0.009 9.525 0.006 0.007 -0.002
Si 2.718 2.718 9.517 0.006 -0.005 -0.005
Si -0.001 5.442 9.519 -0.002 -0.009 -0.003
Si 2.724 -8.156 9.516 -0.003 -0.002 -0.003
Si 0.005 -5.454 9.522 0.006 -0.01 -0.001
Si 2.724 -2.728 9.527 -0.007 0.007 -0.002
Si 5.451 0.001 9.523 0.001 -0.002 -0.004
Si -8.15 2.73 9.529 -0.003 0 -0.006
Si 5.437 5.445 9.525 0.003 -0.001 -0.005
Si -8.163 -8.157 9.517 0.004 -0.002 -0.005
Si 5.44 -5.444 9.528 -0.005 0.008 -0.001
Si -8.155 -2.719 9.512 -0.008 0.002 -0.005
Si -5.443 0.002 9.525 0.002 0.001 0.001
Si -2.723 2.72 9.525 0.002 0.004 0.001
Si -5.442 5.444 9.533 0.002 0.003 -0.001
Si -2.723 -8.161 9.514 -0.009 0.002 -0.008
Si -5.438 -5.436 9.509 0.008 0 -0.005
Si -2.718 -2.72 9.519 -0.002 0 -0.006
Si 1.366 -1.361 10.881 -0.006 -0.003 0.004
Si 4.082 1.362 10.874 -0.009 0.012 0
Si 1.361 4.08 10.879 0.005 0.003 -0.005
Si 4.08 -9.515 10.883 -0.003 -0.002 0
Si 1.365 -6.806 10.884 0.001 0.004 0.002
Si 4.086 -4.081 10.888 0.006 -0.005 0.003
Si 6.806 -1.363 10.88 0.004 0.003 0.001
Si -6.801 1.362 10.888 -0.001 0.007 0.002
Si -9.522 4.081 10.88 -0.001 -0.011 -0.001
Si -6.809 -9.517 10.882 0.006 -0.006 0
Si -9.52 -6.804 10.887 0 -0.007 0
Si -6.801 -4.082 10.875 0.004 0.003 -0.002
Si -4.08 -1.36 10.879 0.006 0.001 -0.002
Si -1.36 1.36 10.885 -0.005 -0.012 -0.003
Si -4.085 4.076 10.888 -0.007 -0.003 -0.002
Si -1.361 6.801 10.878 -0.001 0.003 -0.003
Si -4.082 -6.799 10.868 0.008 -0.002 0.001
Si -1.352 -4.077 10.869 -0.003 0.011 -0.003
Si 2.725 0.005 12.237 0.012 -0.002 0.004
Si 5.44 2.717 12.238 0.001 0.001 0.002
Si 2.724 5.439 12.239 -0.002 -0.007 0.001
Si 5.441 -8.163 12.251 0 -0.001 0.004
Si 2.728 -5.446 12.241 -0.012 0.004 0.001
Si 5.446 -2.718 12.245 -0.002 0.003 0.002
Si 8.154 0.001 12.244 -0.001 0.002 0.005
Si -5.447 2.72 12.251 0.014 -0.006 0.007
Si -8.168 5.44 12.24 0 0.004 -0.001
Si -5.445 -8.156 12.23 -0.004 0.001 0.002
Si -8.16 -5.441 12.243 -0.003 0 0.008
Si -5.449 -2.716 12.235 0.007 -0.002 0.003
Si -2.723 -0.001 12.24 -0.011 0.001 0.006
Si 0.008 2.718 12.246 0.001 0.007 -0.001
Si -2.718 5.438 12.237 -0.007 -0.003 -0.006
Si 0.004 8.156 12.24 0.002 -0.003 0.007
Si -2.72 -5.433 12.216 0.011 -0.002 -0.001
Si 0.008 -2.723 12.234 0.002 0.002 0.006
Si 1.375 1.363 13.61 -0.003 0.002 0.008
Si 4.09 4.081 13.598 0.002 0.003 0
Si 1.369 6.797 13.6 0.004 -0.004 0.01
Si 4.085 -6.799 13.61 0.001 0.002 0
Si 1.375 -4.078 13.592 0.009 -0.008 0.004
Si 4.089 -1.345 13.599 -0.008 -0.004 0.004
Si 6.785 1.351 13.606 0 0.005 0.006
Si -6.822 4.078 13.604 -0.001 0.003 0.007
Si 6.794 -9.533 13.611 0 -0.008 0.006
Si -6.803 -6.809 13.602 0.02 -0.007 0.01
Si 6.801 -4.081 13.606 -0.004 0.004 0.005
Si 9.508 -1.361 13.603 -0.003 0.005 0.006
Si -4.088 1.353 13.602 0.008 -0.003 0.005
Si -1.355 4.083 13.6 -0.003 -0.007 0.002
Si -4.088 6.799 13.583 0 0.003 0.003
Si -1.356 9.541 13.574 -0.017 0.009 0.007
Si -4.085 -4.084 13.577 0.002 0.004 0
Si -1.35 -1.361 13.588 -0.001 -0.004 0
Si 0.008 -0.005 14.957 0 -0.016 0.011
Si 2.753 2.72 14.967 0.008 0.002 0.003
Si 0.013 5.439 14.961 -0.005 0.009 0.007
Si 2.733 8.151 14.966 -0.002 -0.001 0
Si 0.016 -5.438 14.944 -0.001 0.006 -0.002
Si 2.732 -2.708 14.946 0.006 0 0
Si 5.438 -0.004 14.991 -0.008 0 0.003
Si 8.129 2.717 14.964 -0.005 0.006 0.004
Si 5.439 5.427 14.982 0.003 -0.003 0.003
Si 8.156 -8.176 14.964 -0.007 -0.003 0.003
Si 5.44 -5.433 14.973 0.004 -0.001 0.002
Si 8.15 -2.718 14.973 -0.003 -0.002 0
Si -5.459 0.002 14.963 0.006 0.009 0.001
Si -2.719 2.715 14.946 -0.01 0.002 -0.011
Si -5.46 5.448 14.945 0.015 -0.005 0.004
Si -2.729 8.185 14.911 0.011 -0.004 -0.003
Si -5.44 -5.437 14.948 0.001 0.004 0.004
Si -2.716 -2.731 14.925 -0.001 0.004 -0.005
O 1.146 -6.901 23.35 -0.359 -0.235 0.097
O 4.469 1.04 -1.16 -0.355 -0.038 -0.305
O 3.002 -1.028 25.413 -0.153 0.271 0.285
O 5.661 -5.517 -7.179 0.007 -0.352 -0.371
O -6.374 0.957 23.375 0.071 0.23 0.247
O 7.184 -6.706 23.235 0.627 0.145 0.06
O 4.423 -3.526 23.035 0.006 0.098 0.204
O 6.485 -4.506 24.38 0.49 0.15 0.057
O -2.581 -8.054 -3.358 0.23 -0.174 0.287
O -6.09 -6.151 24.933 -0.334 -0.181 -0.393
O 6.276 4.435 -1.186 -0.163 -0.329 -0.157
O 5.151 4.955 -3.468 -0.613 -0.189 -0.29
O -4.373 3.732 22.863 -0.445 -0.701 0.106
O -5.498 5.513 -0.52 -0.02 0.011 -0.521
O -4.184 -6.636 -1.609 -0.06 0.426 -0.175
O -3.546 3.925 -1.257 0.348 -0.446 -0.03
O -8.164 -0.213 -3.65 -0.306 -0.105 -0.286
O 1.722 -1.119 23.118 0.251 0.362 0.126
O -7.069 6.616 23.239 -0.55 -0.033 0.057
O 4.273 0.535 -5.928 0.214 0.294 -0.365
O -0.402 -1.368 -5.759 -0.278 -0.561 0.099
O 7.867 -7.665 -3.683 0.414 -0.14 -0.126
O -3.436 -6.511 22.935 0.414 -0.529 0.277
O -0.695 -7.743 -5.182 0.243 -0.459 -0.148
O 6.149 2.401 24.578 0.259 -0.304 -0.145
O 0.452 4.235 -0.942 -0.068 0.536 -0.15
O 3.684 -3.708 -1.191 0.249 0.146 -0.181
O -2.397 -3.206 -4.919 0.172 0.034 -0.134
O -4.017 -1.186 -5.112 0.066 0.284 0.233
O 7.196 -7.201 -1.251 -0.168 -0.045 -0.232
O 5.294 2.624 -4.696 0.115 -0.12 -0.162
O 3.209 -2.719 -3.518 -0.125 0.385 -0.192
O 7.929 -7.408 -6.257 -0.052 -0.137 -0.096
O 5.782 -3.172 -4.068 0.092 0.131 0.585
O 1.644 4.393 23.017 -0.076 -0.266 0.534
O -6.807 -4.443 23.126 -0.569 0.059 0.149
O 2.808 -7.49 25.376 0.115 -0.286 -0.105
O 2.028 -1.663 -1.325 0.157 0.12 -0.47
O -2.674 7.845 25.178 -0.106 0.174 -0.171
O 0.58 0.258 -3.877 0.284 -0.373 0.527
O -5.812 -7.835 -6.558 0.287 0.139 -0.194
O 1.102 -5.519 25.714 -0.098 0.08 0.109
O 5.114 0.187 -3.508 0.104 -0.473 -0.222
O -4.308 -4.383 24.147 0.042 0.343 -0.027
O 0.148 -0.023 -0.414 -0.034 -0.12 -0.437
O 1.088 -5.902 -5.869 0.15 0.398 0.175
O -4.136 4.833 -6.092 0.291 -0.328 0.255
O 4.371 6.279 -1.317 -0.074 -0.088 -0.62
O -2.668 -8.147 -0.26 0.26 0.165 -0.207
O 7.216 4.329 23.155 0.378 0.457 0.081
O 3.919 4.758 24.315 0.106 -0.321 -0.414
O -1.295 1.13 -5.458 -0.59 0.167 0.091
O -6.374 -3.63 25.597 -0.527 -0.043 0.37
O 0.823 5.336 -6.14 0.362 0.193 0.342
O -5.907 -3.536 -1.389 0.026 -0.394 -0.459
O -2.699 -2.717 -0.28 0.044 -0.048 -0.247
O -1.48 6.193 -4.945 -0.174 -0.175 0.378
O -2.533 1.403 22.547 -0.237 0.251 0.215
O -1.471 -5.379 -5.804 -0.156 -0.173 -0.568
O 7.499 4.114 -4.31 0.101 0.403 0.609
O -1.157 2.064 -1.199 -0.542 -0.145 -0.291
O -1.051 -4.584 -1.322 -0.32 -0.358 -0.549
O -1.588 0.247 24.507 0.331 0.381 -0.272
O 5.34 8.09 22.199 0.093 -0.173 0.568
O 5.452 -5.438 -0.42 0.004 0.137 -0.618
O 2.724 -8.161 -0.506 0.106 0.124 -0.542
O -2.958 5.418 24.363 0.316 -0.028 0.097
O 1.771 6.147 24.931 0.011 -0.138 0.028
O -3.377 -1.046 22.917 0.107 -0.227 0.319
O 0.48 -0.882 25.465 -0.052 0.028 0.006
O 5.458 2.794 21.916 -0.069 0.038 -0.033
O 7.497 -6.417 25.902 0.345 0.095 -0.102
O -1.997 6.073 -1.535 -0.062 0.157 -0.138
O 1.912 -0.531 -6.412 -0.063 0.462 0.119
O 2.959 1.586 -3.918 0.078 0.249 0.26
O -7.212 7.343 -1.526 0.427 0.136 -0.261
O 6.813 -3.298 -6.427 0.016 0.561 -0.172
O -1.204 6.952 23.15 0.426 0.3 0.082
O -5.343 -8.131 22.123 0.108 -0.05 0.41
O 5.581 -6.944 -5.055 -0.166 -0.428 0.155
O -3.726 5.153 -3.513 -0.034 0.047 0.069
O 5.295 0.152 25.259 0.684 0.131 0.066
O -6.975 0.799 -1.364 0.471 -0.274 -0.141
O -6.467 1.224 25.968 -0.078 -0.098 0.423
O -7.963 -2.774 -4.369 -0.025 -0.383 0.077
O -8.131 2.849 -0.236 0.177 0.184 -0.367
O -5.437 6.677 -4.747 -0.717 0.203 0.483
O -7.827 3.37 25.26 0.037 -0.146 -0.184
O 3.401 -6.667 -6.717 0.252 -0.599 0.084
O -4.7 -1.162 -0.981 -0.02 0.579 -0.151
O -4.06 -5.022 -6.011 -0.508 -0.21 0.363
O 0.909 -6.383 -1.268 0.051 -0.367 -0.068
O -7.824 6.085 25.717 -0.494 -0.043 -0.215
O -3.817 3.208 25.355 0.441 -0.611 -0.189
O -1.866 -0.887 -3.712 -0.01 0.074 0.326
O -0.098 -2.725 22.185 0.097 0.041 0.458
O -2.375 -5.88 25.265 0.179 0.118 0.217
O 6.203 -0.962 -1.282 -0.355 -0.269 -0.195
O 8.069 -0.156 22.149 0.012 -0.039 0.22
O -8.13 -2.537 -0.452 -0.166 0.149 -0.263
O 0.33 -8.008 25.545 -0.386 0.094 -0.021
O 6.628 -2.143 23.1 -0.019 -0.171 0.502
O -1.43 3.975 -2.874 0.046 0.119 -0.454
O 1.295 -3.976 -2.269 -0.038 0.107 -0.088
O 7.487 -5.222 -4.711 0.435 0.088 0.089
O -3.041 -5.455 -3.65 -0.026 0.469 0.278
O 6.719 6.752 -2.35 -0.045 -0.04 -0.172
O 4.7 6.966 25.562 0.191 0.044 -0.29
O -3.315 7.921 -5.783 0.232 0.111 -0.853
O -5.838 7.677 25.384 0.272 0.002 -0.137
O 6.204 4.793 25.551 0.282 0.299 0.3
O 3.825 2.286 25.907 -0.474 -0.159 -0.097
O -5.369 -2.602 22.072 -0.156 0.117 0.207
O 0.853 2.639 -2.868 0.081 0.362 0.257
O -5.522 5.155 24.754 -0.224 -0.157 0.065
O 3.141 6.602 22.736 -0.115 0.114 0.366
O 3.937 1.401 23.397 -0.77 -0.105 0.138
O -0.141 -5.732 -3.551 -0.17 -0.156 0.014
O -6.557 -0.938 -5.66 -0.351 0.113 -0.301
O -0.199 2.755 22.125 -0.003 0.041 0.456
O -1.258 3.761 -5.997 -0.612 -0.238 0.367
O -6.084 -1.526 -3.13 0.007 -0.066 0.085
O -4.953 -7.19 -4.087 -0.616 0.197 -0.26
O -7.535 2.653 -6.071 0.402 -0.557 -0.032
O 1.52 -3.147 24.844 -0.206 -0.308 -0.712
O 4.045 -4.686 -5.197 -0.218 -0.105 0.288
O 5.216 -2.463 25.301 0.046 -0.182 0.233
O 5.171 -6.793 24.902 -0.229 0.207 -0.178
O 6.906 1.426 -2.119 -0.035 0.585 -0.063
O 0.974 2.363 -5.453 0.32 -0.027 -0.149
O -5.845 -1.138 25.167 0.06 -0.054 -0.178
O -2.711 5.383 21.748 0.089 -0.039 0.351
O -0.773 6.022 25.62 0.083 -0.505 0.362
O 2.788 -5.355 22.185 0.08 0.004 0.379
O 4.034 -2.121 -5.869 0.276 -0.2 -0.387
O 2.654 2.753 -0.333 -0.082 0.107 -0.554
O -7.238 2.21 -3.492 0.295 0.118 0.216
O -3.798 -2.64 -2.892 0.339 -0.306 0.199
O -4.156 0.728 24.643 -0.011 0.482 0.308
O -4.769 0.806 -6.579 -0.115 0.391 0.351
O 5.757 4.929 -6.026 0.299 0.183 -0.055
O -1.864 -4.402 23.127 0.233 -0.092 0.367
O -6.124 4.246 -4.457 -0.163 0.164 0.123
O 3.343 5.36 -6.802 0.137 0.201 0.774

Results
total energy: -101654.455 eV
total energy less fixed offsets of O -438.25, Si -107.07 eV per atom: -1.255 eV
